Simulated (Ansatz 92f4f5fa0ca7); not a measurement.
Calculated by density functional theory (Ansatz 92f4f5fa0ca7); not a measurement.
Periodic cell of 272 atoms, Si165O105B2, from a study of silicon, its oxide and their interface. The atomic structure is a simulated model.

Settings: functional PBE; potential files Ansatz PAW; basis plane waves; wave-function cutoff 700 eV; density cutoff ratio 5; exchange-correlation grid ratio 1; k mesh 2 x 2 x 1, shifted by 0.5 0.5 0.5 of a step; self-consistency stop 5e-08 eV per atom in the density residual; occupations fixed; spin none; net charge 0.

Cell vectors (angstrom)
a, 11.6015, 0, 0
b, 0, 13.3963, 0
c, 0, 0, 29.8085

Atoms: element, x, y, z (angstrom)
Si, 11.5328, 0.1757, 22.9293
Si, 3.9018, 0.1476, 23.043
Si, 7.653, 0.1126, 23.149
Si, 2.0629, 3.4476, 22.895
Si, 5.8991, 3.6727, 23.0136
Si, 9.7493, 3.5248, 23.037
Si, 11.6523, 6.8476, 23.0801
Si, 3.9447, 7.0272, 23.1856
Si, 7.7729, 6.8875, 23.282
Si, 2.0266, 10.2327, 23.262
Si, 5.8482, 10.0888, 23.2964
Si, 9.8359, 10.0776, 23.2398
Si, 11.6886, 2.382, 23.7652
Si, 3.9908, 2.3969, 23.7648
Si, 7.7823, 2.4017, 23.7854
Si, 2.0221, 5.6983, 23.7073
Si, 5.8158, 5.7955, 23.9976
Si, 9.7264, 5.7185, 23.9018
Si, 11.746, 9.0163, 24.0306
Si, 3.8979, 9.1266, 24.1806
Si, 7.8393, 9.0877, 24.0399
Si, 1.9, 12.5021, 23.8148
Si, 5.7637, 12.3643, 23.9303
Si, 9.6661, 12.3875, 23.7955
Si, 11.6367, 2.2919, 26.1771
Si, 3.909, 2.3028, 26.1766
Si, 7.7527, 2.3054, 26.1907
Si, 1.9706, 5.6153, 26.1472
Si, 5.8063, 5.6522, 26.3299
Si, 9.7009, 5.6294, 26.2656
Si, 11.6606, 8.9702, 26.3539
Si, 3.8782, 9.007, 26.4654
Si, 7.7867, 9.0036, 26.3617
Si, 1.9163, 12.3812, 26.2125
Si, 5.7911, 12.3243, 26.2873
Si, 9.6771, 12.3407, 26.1962
Si, 1.9625, 1.193, 27.0208
Si, 5.8215, 1.1769, 27.0233
Si, 9.6882, 1.1749, 27.0038
Si, 11.6417, 4.505, 27.0165
Si, 3.8725, 4.5041, 27.0397
Si, 7.7526, 4.5132, 27.047
Si, 1.9593, 7.8055, 27.08
Si, 5.8399, 7.8794, 27.0931
Si, 9.7097, 7.8474, 27.0756
Si, 11.6069, 11.232, 27.0408
Si, 3.8394, 11.2616, 27.078
Si, 7.7539, 11.2398, 27.0623
Si, 1.9336, 1.1164, 29.4135
Si, 5.8008, 1.1164, 29.4135
Si, 9.6679, 1.1164, 29.4135
Si, 0, 4.4654, 29.4135
Si, 3.8672, 4.4654, 29.4135
Si, 7.7343, 4.4654, 29.4135
Si, 1.9336, 7.8145, 29.4135
Si, 5.8008, 7.8145, 29.4135
Si, 9.6679, 7.8145, 29.4135
Si, 0, 11.1635, 29.4135
Si, 3.8672, 11.1635, 29.4135
Si, 7.7343, 11.1635, 29.4135
Si, 0, 0, 0.3944
Si, 3.8672, 0, 0.3944
Si, 7.7343, 0, 0.3944
Si, 1.9336, 3.3491, 0.3944
Si, 5.8008, 3.3491, 0.3944
Si, 9.6679, 3.3491, 0.3944
Si, 0, 6.6981, 0.3944
Si, 3.8672, 6.6981, 0.3944
Si, 7.7343, 6.6981, 0.3944
Si, 1.9336, 10.0472, 0.3944
Si, 5.8008, 10.0472, 0.3944
Si, 9.6679, 10.0472, 0.3944
Si, 11.5472, -0.0526, 2.7489
Si, 3.8206, -0.0675, 2.7814
Si, 7.673, -0.0865, 2.7486
Si, 1.9286, 3.2793, 2.736
Si, 5.7635, 3.2783, 2.7796
Si, 9.6245, 3.3084, 2.7423
Si, 11.5824, 6.6403, 2.7548
Si, 3.8688, 6.6223, 2.7388
Si, 7.7344, 6.6593, 2.7809
Si, 1.9138, 9.9891, 2.7612
Si, 5.8227, 10.0259, 2.7729
Si, 9.6678, 9.9695, 2.7595
Si, 11.5654, 2.1998, 3.4533
Si, 3.8244, 2.1351, 3.5973
Si, 7.7034, 2.1278, 3.4954
Si, 1.9114, 5.5011, 3.4847
Si, 5.8034, 5.5266, 3.5573
Si, 9.6625, 5.5176, 3.5736
Si, 11.5952, 8.8558, 3.5851
Si, 3.8898, 8.8682, 3.4417
Si, 7.739, 8.8894, 3.616
Si, 1.8572, 12.2171, 3.5624
Si, 5.7443, 12.2377, 3.6635
Si, 9.6102, 12.193, 3.5125
Si, 11.4876, 2.1535, 5.7737
Si, 3.8841, 1.9236, 6.0111
Si, 7.4778, 1.8823, 5.8392
Si, 1.9217, 5.3649, 5.8226
Si, 5.7974, 5.4767, 5.9277
Si, 9.6194, 5.3697, 5.9496
Si, 11.5946, 8.7205, 5.9742
Si, 3.9087, 8.8206, 5.7607
Si, 7.7549, 8.8763, 6.0256
Si, 1.7456, 12.1153, 5.9429
Si, 5.6827, 12.2962, 6.1491
Si, 9.5763, 12.1014, 5.8677
Si, 1.6777, 0.9454, 6.719
B, 5.6725, 0.9302, 6.139
Si, 9.5954, 0.9338, 6.5769
Si, 11.6041, 4.3014, 6.7446
Si, 3.8784, 4.2373, 6.5571
Si, 7.6605, 4.1306, 6.528
Si, 2.0373, 7.6095, 6.518
Si, 5.8115, 7.7483, 6.7233
Si, 9.6549, 7.5957, 6.7635
Si, 11.4068, 10.9304, 6.7957
Si, 3.6875, 10.9957, 6.6402
Si, 7.6736, 11.1282, 6.8874
O, 9.8139, 7.4849, 8.4245
O, 9.9171, 0.8217, 8.2189
O, 1.0702, 0.9183, 8.3082
O, 3.287, 10.6156, 8.2028
O, 5.7908, 7.8683, 8.3912
O, 3.8161, 4.1995, 8.2102
O, 7.7343, 3.7725, 8.1478
O, 0.1538, 4.25, 8.4147
O, 11.0635, 10.8864, 8.4428
O, 7.9033, 11.1847, 8.5588
O, 2.3583, 7.5035, 8.1254
O, 11.3925, 0.2015, 21.2542
O, 9.7451, 3.6221, 21.3727
O, 4.1256, 7.5369, 21.5985
O, 6.0127, 4.1497, 21.3986
O, 5.7363, 9.7449, 21.6619
O, 2.142, 3.3732, 21.2149
O, 7.3344, 13.4408, 21.5105
O, 4.0001, 0.1443, 21.3814
O, 7.6685, 6.9927, 21.6402
O, 2.1193, 10.172, 21.6146
O, 11.5327, 6.9508, 21.4195
O, 10.1557, 9.6386, 21.6516
Si, 11.652, 6.4217, 11.3341
Si, 1.5478, 10.3254, 16.3114
Si, 0.3034, 3.6426, 9.9311
Si, 8.061, 12.8422, 20.1894
Si, 2.9238, 10.4436, 9.7689
Si, 2.555, 10.3848, 20.07
Si, 10.3396, 3.6821, 19.8544
Si, 0.2586, 12.7848, 17.1502
Si, 10.7911, 0.6798, 19.8018
Si, 3.1929, 7.7387, 16.2646
Si, 0.3185, 6.4629, 19.9189
Si, 9.4175, 2.5695, 14.3996
Si, 3.0143, 2.4802, 11.0981
Si, 5.1156, 11.9906, 15.3538
Si, 4.923, 8.6696, 20.7178
Si, 3.6387, -0.5312, 11.4822
Si, 5.6016, 8.8924, 14.814
Si, -0.1402, 11.294, 9.9874
Si, 9.4315, 10.0078, 20.2414
Si, 3.4451, 0.0399, 19.8504
Si, 7.4449, 4.4248, 9.5936
Si, 2.2721, 12.305, 14.2092
B, 6.2904, 0.0221, 11.3799
Si, 2.7922, 2.8899, 19.777
Si, 5.7458, 4.4388, 13.755
Si, 7.4794, 0.2266, 15.6391
Si, 9.628, 11.3616, 15.2241
Si, 2.0353, 6.517, 13.5788
Si, 2.8806, 3.4924, 14.0719
Si, 11.6734, 9.145, 18.4494
Si, 11.2521, 0.8648, 9.1703
Si, 9.1253, 7.0877, 9.8484
Si, 8.7026, 8.5774, 14.5926
Si, 4.8147, 7.1151, 12.384
Si, 2.9744, 5.6149, 18.7751
Si, 2.5831, 7.3814, 9.7124
Si, 6.297, 8.3588, 9.8661
Si, 4.3682, 4.7042, 9.6414
Si, 9.4068, 10.5056, 12.2943
Si, 5.9302, 13.0159, 17.9857
Si, 7.978, 4.9411, 18.4114
Si, 8.3301, 5.4503, 15.2768
Si, 7.1997, 11.1832, 10.0465
Si, 5.3851, 4.1877, 19.8877
Si, 0.7979, 1.4888, 15.1438
Si, 7.5267, 7.5282, 20.1238
Si, 7.5835, 2.4697, 12.0865
O, 3.4972, 6.0408, 10.0326
O, 1.9873, 2.6246, 15.1389
O, -0.3201, 12.9278, 10.1309
O, 8.33, 8.9009, 19.8583
O, 2.4094, 1.3027, 19.5346
O, 8.1507, 5.4002, 16.8776
O, 2.7261, 11.9736, 19.7188
O, 7.1784, 8.7799, 15.1278
O, 1.227, 0.1648, 14.2802
O, 4.4281, 3.8277, 14.5443
O, 4.3007, 3.401, 10.652
O, 10.9727, 2.1128, 14.6245
O, 11.4861, 4.8119, 11.0036
O, 10.849, 12.0342, 16.0846
O, 8.966, 6.9327, 14.8052
O, 1.831, 3.2104, 10.2697
O, 8.5462, 5.577, 9.85
O, 11.128, 2.272, 19.5417
O, 5.4532, 7.5327, 10.9616
O, 11.3891, 7.5691, 18.8177
O, 7.8984, 8.1205, 10.1057
O, 10.2205, 7.1572, 11.0559
O, 9.2566, 4.1454, 14.8687
O, 8.8174, 11.4649, 20.5564
O, 10.6444, 10.5299, 11.2011
O, 8.3722, 12.2545, 15.7694
O, 4.4364, 2.8634, 19.8215
O, 4.649, 0.2207, 18.769
O, 10.4461, 10.0732, 18.9776
O, 6.8044, 0.6821, 17.0764
O, 0.5625, 6.7132, 12.8739
O, 1.1211, 7.1202, 10.345
O, 3.1781, 7.1017, 12.5525
O, 3.9289, 9.5483, 19.776
O, 6.8158, 5.221, 14.6994
O, 0.6123, 0.9095, 16.6583
O, 1.5444, 11.7499, 17.161
O, 5.3804, 8.2829, 13.3388
O, 2.6741, 12.2557, 12.6402
O, 6.4602, 3.1695, 13.0414
O, 2.7846, 9.2927, 16.634
O, 5.9774, 7.8817, 19.7564
O, 1.9394, 6.3807, 19.7737
O, 1.4162, 9.6728, 19.1801
O, 9.4952, 9.7331, 15.4923
O, 3.1612, 8.8623, 10.1914
O, 9.0214, 9.0517, 13.0261
O, 2.2183, 7.2795, 15.0156
O, 9.1273, 3.8537, 18.7879
O, 4.7664, 7.9276, 15.8483
O, 7.2347, 0.9154, 11.7936
O, 8.1331, 6.3354, 19.2241
O, 5.954, 5.0807, 9.5918
O, 6.9637, -0.9713, 19.0818
O, 11.0737, 2.2341, 10.0691
O, 9.0474, 2.5167, 12.8093
O, 9.7438, 11.5173, 13.5703
O, 6.5595, 4.2063, 18.7612
O, 6.0919, 9.9721, 10.0278
O, 1.3945, 10.816, 10.159
O, 5.1822, 10.4723, 14.7547
O, 1.6246, 10.8596, 14.7355
O, 11.3497, 13.0349, 18.6735
O, 5.3896, 11.856, 16.9669
O, 8.1439, 10.988, 11.3734
O, 11.305, 4.9804, 19.6488
O, 8.368, 1.5065, 15.1297
O, 2.429, 4.0365, 18.6208
O, 3.8248, 11.6044, 10.4769
O, 9.1569, 0.5584, 19.7222
O, 2.8616, 2.5991, 12.7107
O, 3.6248, 12.5967, 15.0823
O, 7.6436, 3.2552, 10.6793
O, 5.1061, -0.0947, 12.0652
O, 4.4189, 5.4756, 19.5367
O, 6.2008, 13.0784, 14.7346
O, 3.0861, 6.5552, 17.4166
O, 3.0844, 0.8653, 10.7782
O, 0.2678, 9.4139, 16.8375
O, 5.282, 5.578, 12.6808
O, 2.1545, 4.9173, 13.8197
O, 6.5269, 12.6489, 10.258

Results
free energy: -164939.959 eV
free energy less fixed offsets of B -155.45, O -569.03, Si -635.61 eV per atom: -5.259 eV

Forces (eV/angstrom), in the order of the atoms: element, x, y, z
Si, -0.0149, -0.0129, -0.0664
Si, 0.043, -0.015, -0.0553
Si, -0.0212, 0.006, -0.0477
Si, 0.0072, -0.0208, -0.0593
Si, -0.0048, 0.0181, -0.0738
Si, -0.0107, -0.0104, -0.0575
Si, -0.0114, -0.0036, -0.0508
Si, 0.0373, 0.0176, -0.0655
Si, -0.0068, -0.0152, -0.0531
Si, -0.0156, -0.002, -0.0495
Si, -0.0416, -0.0301, -0.0509
Si, 0.0229, -0.0155, -0.0474
Si, -0.0125, 0.0146, 0.0039
Si, 0.0113, 0.0053, 0.0076
Si, -0.0288, -0.0114, -0.0035
Si, 0.0186, 0.0065, 0.0535
Si, -0.0075, -0.0176, -0.0353
Si, 0.0118, 0.0039, -0.0041
Si, 0.0294, 0.003, -0.0019
Si, -0.0338, 0.0033, -0.0278
Si, 0.009, 0.0289, 0.0145
Si, 0.0044, -0.0005, 0.0188
Si, -0.0044, 0.0095, -0.0119
Si, 0.0051, -0.0013, 0.0114
Si, -0.0047, -0.0037, -0.024
Si, 0.002, 0.0099, -0.0249
Si, -0.008, 0.0131, -0.0239
Si, 0.0145, 0.02, -0.0291
Si, -0.0008, 0.0158, -0.0147
Si, -0.0018, 0.0071, -0.0125
Si, 0.0039, 0.0292, -0.0005
Si, -0.025, 0.015, -0.0024
Si, -0.0086, 0.0168, -0.0068
Si, 0.0013, 0.0034, -0.0266
Si, 0.0039, 0.0122, -0.0121
Si, 0.0155, 0.0123, -0.0177
Si, -0.0016, 0.0093, 0.0056
Si, -0.001, -0.005, 0.0004
Si, 0.0092, 0.0026, 0.0059
Si, 0.0082, 0.0059, 0.0199
Si, -0.0201, -0.0052, 0.0003
Si, 0.0151, -0.0018, -0.0089
Si, -0.0011, -0.0131, -0.0064
Si, 0.0252, -0.0174, -0.0099
Si, -0.0035, -0.0094, -0.0024
Si, 0.0006, -0.0086, 0.004
Si, -0.0101, 0.0022, -0.0065
Si, 0.0154, 0.0032, -0.0064
Si, 0.0558, 0.1932, -0.1809
Si, 0.0463, 0.1467, -0.1374
Si, 0.0662, 0.1173, -0.2507
Si, 0.1197, 0.0687, -0.1624
Si, -0.0893, 0.0428, -0.118
Si, 0.0818, 0.0215, 0.0195
Si, 0.0041, -0.1741, 0.2893
Si, 0.089, 0.0111, 0.4432
Si, 0.0687, 0.0026, 0.1758
Si, 0.0121, 0.1799, -0.0589
Si, -0.0954, 0.2937, 0.2738
Si, 0.0329, 0.2126, 0.0364
Si, -0.0732, -0.1399, -0.1225
Si, -0.0362, -0.2002, 0.18
Si, -0.1481, -0.2552, -0.1051
Si, 0.1003, -0.16, -0.159
Si, -0.1078, -0.0997, 0.0926
Si, -0.1463, -0.0366, -0.187
Si, -0.0671, -0.0132, 0.022
Si, -0.0118, -0.1415, -0.1317
Si, 0.0233, 0.0101, 0.1802
Si, -0.075, -0.0386, -0.0527
Si, 0.1478, 0.0633, 0.0352
Si, -0.0204, -0.1731, -0.029
Si, -0.0025, -0.0014, 0.0148
Si, 0.0228, -0.0044, -0.0117
Si, -0.0157, -0.0047, 0.0033
Si, 0.0055, 0.0079, 0.018
Si, -0.0165, 0.0341, -0.0123
Si, -0.0082, 0.0125, 0.0145
Si, -0.007, 0.0006, 0.0005
Si, 0.0002, 0.0011, 0.0137
Si, 0.0023, 0.0108, -0.007
Si, -0.0155, 0.0027, 0.004
Si, 0.0047, 0.0141, -0.0034
Si, -0.0088, 0.0026, -0.0071
Si, -0.0068, -0.0132, -0.005
Si, -0.0028, -0.0209, 0.0096
Si, 0.0008, -0.0138, -0.0044
Si, 0.0015, -0.009, 0.0192
Si, 0.0027, -0.0245, 0.0238
Si, 0.0017, -0.0136, 0.019
Si, -0.0044, -0.0041, 0.0301
Si, -0.0052, -0.0147, -0.003
Si, -0.0048, -0.0267, 0.0232
Si, -0.0042, -0.0136, 0.028
Si, 0.0117, -0.0441, 0.0331
Si, 0.0275, -0.006, 0.0267
Si, -0.0047, -0.0643, 0.0414
Si, 0.0198, 0.0204, -0.0215
Si, -0.0115, 0.0361, 0.065
Si, -0.0068, 0.0187, 0.014
Si, 0.0136, 0.0235, 0.0063
Si, 0.0231, -0.0035, -0.0219
Si, 0.0026, -0.0228, -0.0161
Si, 0.0437, -0.005, 0.0484
Si, -0.0095, -0.0055, -0.0075
Si, -0.0499, -0.0077, 0.0256
Si, -0.0018, 0.0125, -0.1201
Si, 0.0091, 0.0266, 0.0195
Si, -0.1222, 0.008, 0.0193
B, 0.0172, -0.0302, 0.0413
Si, 0.0978, -0.0144, 0.0211
Si, 0.0106, 0.0254, 0.0471
Si, 0.0156, -0.0012, 0.0151
Si, -0.0363, 0.0074, -0.0277
Si, 0.026, -0.0003, 0.0473
Si, -0.0055, -0.0278, 0.0221
Si, -0.0006, 0.0102, 0.0182
Si, -0.0219, 0.0516, 0.0428
Si, -0.0539, -0.0005, 0.0548
Si, 0.0489, -0.0006, 0.0718
O, 0.0025, -0.0078, -0.0101
O, 0.0164, 0.0059, -0.024
O, -0.0107, -0.0106, 0.0142
O, 0.0254, -0.0168, 0.0134
O, 0.0009, 0.0001, 0.0012
O, 0.0156, -0.0011, -0.0117
O, 0.0054, -0.0368, -0.0182
O, -0.0095, -0.0192, 0.0024
O, 0.0298, -0.0066, -0.0165
O, -0.0259, -0.0059, -0.0129
O, -0.0312, -0.0047, -0.0067
O, -0.0005, 0.0138, 0.0084
O, 0.0097, 0.0082, -0.0035
O, 0.0011, 0.006, 0.0187
O, -0.0091, -0.0071, 0.0116
O, -0.0036, 0.0005, -0.0063
O, 0.008, 0.0057, -0.0023
O, 0.0397, 0.0042, -0.0038
O, -0.0131, 0.0142, 0.0045
O, 0.0048, 0.0177, 0.0158
O, -0.0025, 0.0141, 0.0259
O, 0.0247, -0.0005, -0.006
O, -0.0397, 0.0181, -0.012
Si, -0.0151, 0.0107, 0.0073
Si, -0.0004, -0.0003, 0.0011
Si, -0.0087, -0.0059, 0.0102
Si, 0.0051, -0.0034, 0.0071
Si, 0.0095, 0.0027, -0.005
Si, 0.0033, 0.0048, -0.0181
Si, 0.0024, -0.003, 0.0014
Si, 0.004, -0.0009, 0.0059
Si, -0.002, 0.0077, -0.0078
Si, -0.0009, -0.001, 0.0043
Si, -0.0014, 0.0045, -0.0013
Si, 0.0002, 0.0007, -0.0022
Si, 0.0134, -0.0012, 0.0041
Si, -0.001, 0.0009, 0.0013
Si, 0.0076, 0.0047, 0.0004
Si, 0.0106, 0.0023, 0.0041
Si, -0.0002, -0.0011, 0.0042
Si, -0.001, 0.0049, 0.026
Si, 0.0009, 0.0068, 0.0114
Si, -0.0034, 0.0011, -0.0083
Si, -0.0057, 0.0082, 0.0713
Si, 0.0007, -0.0049, 0.0001
B, -0.0057, 0.0086, 0.0224
Si, 0.0002, -0.0004, -0.0051
Si, -0.0001, 0.0024, -0.0016
Si, -0.006, -0.0002, 0.0034
Si, 0.0007, 0.0022, 0.0003
Si, -0.0102, 0.0061, 0.0012
Si, -0.0036, -0.0039, 0.003
Si, -0.0105, -0.0017, -0.0027
Si, 0.0096, -0.0033, 0.0185
Si, -0.0134, 0.0034, 0.0522
Si, 0.0027, 0.0016, 0.0012
Si, 0.0034, 0.0046, -0.0038
Si, -0.0024, 0.0029, 0.003
Si, -0.0016, 0.0051, 0.0121
Si, 0.0067, -0.0002, 0.0088
Si, 0.0135, 0.0006, 0.0106
Si, -0.0029, -0.0005, 0
Si, 0.0035, -0.0011, 0.0019
Si, 0.0015, -0.0002, 0.0006
Si, 0.0042, 0.0048, 0.0012
Si, -0.0054, 0.0198, 0.0064
Si, 0.0011, -0.0023, -0.002
Si, 0.0009, -0.0008, 0.0045
Si, 0.0008, 0.0051, -0.0072
Si, 0.0071, -0.0011, -0.0329
O, 0.0041, 0.0022, -0.0033
O, -0.0139, -0.0073, -0.0157
O, 0.0022, -0.0171, -0.0256
O, 0.006, -0.0098, 0.014
O, 0.0207, -0.0063, 0.0214
O, 0.0045, -0.0098, -0.0129
O, 0.0148, -0.006, 0.014
O, -0.016, -0.0052, -0.0082
O, 0.0068, 0.0117, 0.0143
O, -0.0061, 0.0094, -0.0293
O, -0.0004, 0.0071, 0.0071
O, -0.0025, -0.004, 0.0048
O, 0.0128, 0.0166, -0.024
O, -0.001, 0.0088, -0.0024
O, -0.0147, -0.0064, 0.0053
O, -0.0171, -0.0037, 0.001
O, -0.003, -0.0026, -0.0191
O, -0.0198, 0.0008, 0.0179
O, 0.0002, 0.0103, -0.0137
O, 0.0204, 0.0121, 0.0189
O, -0.0253, -0.0123, -0.0045
O, 0.0196, -0.0202, -0.0187
O, -0.0156, -0.0063, -0.0066
O, -0.0056, 0.0087, -0.0187
O, 0.0063, 0.0246, -0.0045
O, -0.0004, 0.0076, -0.0132
O, -0.0189, 0.0286, 0.0003
O, -0.0043, -0.0228, 0.0096
O, 0.0187, -0.0139, 0.0022
O, -0.0028, -0.0278, -0.0173
O, 0.0189, -0.005, -0.0219
O, -0.0031, -0.0125, 0.0107
O, 0.0022, -0.0147, 0.023
O, -0.0123, 0.002, 0.0309
O, 0.0123, -0.0145, -0.0091
O, -0.0049, -0.0061, -0.0295
O, -0.0209, -0.004, -0.013
O, -0.0082, -0.0074, 0.0188
O, 0.0116, 0.0069, 0.009
O, 0.0122, 0.0123, -0.0093
O, -0.0046, -0.0007, -0.0256
O, 0.0046, 0.0077, 0.0331
O, -0.0074, -0.0198, -0.0179
O, -0.0087, -0.0006, 0.0077
O, 0.0012, 0.0211, -0.0157
O, -0.0105, 0.0071, -0.0208
O, -0.0036, 0.0263, 0.0137
O, 0.0195, -0.0071, -0.0043
O, 0.0007, 0.0187, 0.0134
O, -0.0018, 0.0055, -0.0165
O, 0.0158, 0.0503, 0.0024
O, -0.0153, -0.0086, 0.0052
O, -0.024, -0.0057, 0.0143
O, -0.0102, 0.0213, -0.0076
O, 0.0125, 0.0022, -0.0235
O, -0.0312, -0.0016, 0.0194
O, -0.0112, -0.0253, 0.0052
O, 0.0056, 0.0128, 0.0165
O, 0.0215, -0.0116, -0.0046
O, 0.0022, -0.0009, -0.0157
O, 0.0034, -0.0009, 0.0097
O, 0.0262, 0.0196, 0.0087
O, -0.0014, 0.0021, 0.0058
O, 0.0083, 0.0299, -0.0199
O, 0.0002, -0.0145, 0.0032
O, -0.0016, 0.0038, 0.01
O, 0.013, -0.0023, -0.0039
O, 0.0141, 0.0131, 0.03
O, -0.0154, 0.0071, 0.0076
O, 0.0154, -0.0207, 0.0123
O, 0.0053, 0.0213, -0.0035
O, 0.0014, -0.0205, -0.0153
O, -0.0052, -0.0013, 0.0394
O, -0.0289, -0.0084, -0.0159
O, -0.0135, -0.0252, -0.0151
O, -0.0168, -0.0111, 0.031
O, 0.0028, 0.0028, -0.004
O, -0.0042, -0.0001, 0.0074
O, 0.0046, 0.0113, 0.0305
O, -0.005, -0.0037, 0.0047
O, 0.0177, -0.0012, 0.0014
O, 0.024, -0.037, -0.0272

The program warned: the cutoff lies below the one the program advises for these potential files; the exchange-correlation potential is rough where the density is thin.
